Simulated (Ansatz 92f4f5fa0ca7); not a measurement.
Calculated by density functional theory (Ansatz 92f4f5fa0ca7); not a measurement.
Periodic cell of 218 atoms, Si128O86P4, from a study of silicon, its oxide and their interface. The atomic structure is a simulated model.
Doubt: the cutoff is far below the 930 eV that the study's wrapper takes by default for these files, so forces and energies are approximate.
This geometry differs little from another in the collection (a relaxation step or a small displacement).

Settings
functional: PBE
potential files: Ansatz PAW
basis: plane waves
wave-function cutoff: 580 eV
density cutoff ratio: 5
exchange-correlation grid ratio: 1
k mesh: 1 x 1 x 1, Gamma-centred
self-consistency stop: 5e-08 eV per atom in the density residual
occupations: fixed
spin: none
net charge: 0

Cell vectors (angstrom)
a  10.938  0  0
b  0  10.938  0
c  0  0  32.0909

Atoms and the computed forces on them: element, x, y, z (angstrom), force x, y, z (eV/angstrom)
P  10.7924  0.179  24.4894  -0.0022  -0.0048  0.0004
Si  5.7057  10.4953  24.608  0.0041  -0.0135  0.0138
Si  2.5619  3.0202  24.522  -0.0073  -0.0053  0.022
Si  8.5347  2.4693  24.693  -0.0004  0.0156  -0.0085
Si  0.3241  5.2595  24.7122  0.0129  -0.0102  0.0282
Si  5.3148  5.7042  24.6241  0.0236  -0.0054  0.0038
P  2.9967  7.9563  24.4916  -0.007  0.0119  -0.0021
Si  8.1353  8.4561  24.7061  -0.0068  0.0101  0.0138
Si  1.3712  1.3401  25.8359  0.004  -0.0147  0.0001
Si  6.8252  1.3042  25.861  0.0004  -0.0063  -0.0062
Si  4.1354  4.1082  25.9303  -0.0079  0.0032  -0.014
Si  9.6616  4.0714  26.0076  0.0009  -0.0083  -0.0088
Si  1.5329  6.8569  25.9604  0.0076  0.0183  -0.0005
Si  6.9198  6.8365  25.9545  -0.0096  -0.0042  -0.0141
Si  4.108  9.3988  25.9624  -0.019  -0.0038  0.0019
Si  9.6744  9.6993  25.9827  0.0227  0.0005  -0.0075
Si  2.745  -0.0404  27.2427  0.0098  0.0088  0.0058
Si  8.1953  0.0107  27.3268  0.0005  0.0134  0.0005
Si  0.0739  2.6834  27.3307  -0.0117  0.0043  -0.0066
Si  5.4955  2.7058  27.2631  0.0056  0.0035  0.0049
Si  2.7792  5.4402  27.3486  -0.0021  -0.0043  -0.0047
Si  8.2372  5.4321  27.3101  -0.0004  -0.0014  -0.0011
Si  0.0546  8.2056  27.2784  -0.0038  -0.0079  0.0069
Si  5.5174  8.1481  27.3522  -0.0019  -0.008  -0.0025
Si  4.1018  1.3673  28.6727  -0.0132  -0.1303  -0.4666
Si  9.5708  1.3673  28.6727  0.0657  0.0247  0.1539
Si  1.3673  4.1018  28.6727  0.1686  -0.1036  0.2459
Si  6.8362  4.1018  28.6727  -0.0123  -0.1857  -0.1187
Si  4.1018  6.8362  28.6727  0.1949  -0.1706  0.4454
Si  9.5708  6.8362  28.6727  0.1863  0.0728  -0.2681
Si  1.3673  9.5708  28.6727  0.1338  0.0784  -0.0625
Si  6.8362  9.5708  28.6727  0.0877  -0.0145  0.1991
Si  0  0  30.0399  -0.0844  0.0062  -0.0064
Si  5.469  0  30.0399  -0.0059  -0.049  -0.0187
Si  2.7345  2.7345  30.0399  -0.088  0.1059  -0.004
Si  8.2035  2.7345  30.0399  0.0549  0.0456  -0.0073
Si  0  5.469  30.0399  0.0609  -0.0096  -0.0222
Si  5.469  5.469  30.0399  -0.1014  0.0453  0.0255
Si  2.7345  8.2035  30.0399  0.0554  0.0334  -0.012
Si  8.2035  8.2035  30.0399  -0.0159  0.1267  -0.0039
Si  1.3673  1.3673  31.4072  0.028  -0.0239  -0.0354
Si  6.8362  1.3673  31.4072  0.0109  0.0337  -0.0037
Si  4.1018  4.1018  31.4072  0.0992  -0.1043  -0.0235
Si  9.5708  4.1018  31.4072  -0.0592  0.0221  -0.002
Si  1.3673  6.8362  31.4072  -0.0078  -0.0008  -0.0127
Si  6.8362  6.8362  31.4072  0.0415  -0.1048  -0.0244
Si  4.1018  9.5708  31.4072  -0.0177  -0.0156  0.005
Si  9.5708  9.5708  31.4072  0.076  -0.0301  -0.0069
Si  2.7345  0  0.6835  -0.052  0.0525  0.0346
Si  8.2035  0  0.6835  -0.0213  0.0073  0.0118
Si  0  2.7345  0.6835  0.0162  0.0028  -0.0063
Si  5.469  2.7345  0.6835  -0.1168  0.1353  0.0028
Si  2.7345  5.469  0.6835  0.0107  -0.0111  -0.0006
Si  8.2035  5.469  0.6835  -0.0042  0.0236  0.0393
Si  0  8.2035  0.6835  -0.0447  0.0333  0.0064
Si  5.469  8.2035  0.6835  0.0305  -0.0039  0.0067
Si  4.1018  1.3673  2.0507  0.1042  -0.0089  -0.0311
Si  9.5708  1.3673  2.0507  -0.0133  0.026  0.0568
Si  1.3673  4.1018  2.0507  -0.0464  -0.0393  0.0502
Si  6.8362  4.1018  2.0507  0.0184  -0.1436  -0.0813
Si  4.1018  6.8362  2.0507  -0.0024  -0.0139  0.0576
Si  9.5708  6.8362  2.0507  0.1151  -0.0124  -0.0258
Si  1.3673  9.5708  2.0507  -0.0097  -0.1118  -0.0338
Si  6.8362  9.5708  2.0507  -0.0318  0.0152  0.0439
Si  0  0  3.418  -0.1487  -0.3142  0.3032
Si  5.469  0  3.418  -0.057  0.1665  -0.3014
Si  2.7345  2.7345  3.418  -0.0273  -0.0693  0.1771
Si  8.2035  2.7345  3.418  -0.525  0.0678  -0.4632
Si  0  5.469  3.418  -0.1315  0.2467  -0.241
Si  5.469  5.469  3.418  0.1758  0.1279  0.2804
Si  2.7345  8.2035  3.418  -0.2029  0.1812  -0.1685
Si  8.2035  8.2035  3.418  0.1279  0.0505  0.4393
Si  1.3349  1.363  4.79  -0.0202  0.0169  -0.0204
Si  6.8256  1.3644  4.7696  -0.0009  -0.0026  0.0114
Si  4.1067  4.1057  4.7884  -0.001  0.0069  0.0081
Si  9.4402  4.2013  4.6978  -0.003  -0.007  -0.0147
Si  1.3303  6.8762  4.7711  0.0142  -0.0095  0.0144
Si  6.8171  6.8892  4.8436  0.0116  -0.0256  -0.0133
Si  4.0475  9.6401  4.7485  -0.0064  -0.0065  0.0009
Si  9.5517  9.5679  4.8862  -0.0027  0.0011  -0.0006
Si  2.649  -0.0475  6.214  -0.0036  -0.0223  0.0041
Si  8.0825  -0.006  6.2342  -0.0036  -0.0243  -0.0073
Si  -0.2069  2.741  5.9177  0.0272  0.0294  0.0129
Si  5.4227  2.6775  6.1513  -0.0071  -0.0008  0.0039
Si  2.7617  5.5452  6.084  0.0036  0.0198  0.0108
Si  8.1784  5.5066  6.2459  -0.015  0.0021  0.0065
Si  0.0303  8.1971  6.2937  0.0001  0.0162  -0.0105
Si  5.4683  8.3922  6.1253  0.0042  0.022  0.0192
Si  4.2664  1.1232  7.5575  -0.0229  0.0576  -0.0062
Si  9.2721  1.6662  7.4765  -0.0167  0.0003  -0.033
Si  1.0787  4.2627  7.0845  -0.0438  0.019  -0.0652
Si  6.9788  3.8487  7.4744  0.0097  0.0002  -0.0063
Si  3.8692  7.2094  7.3942  -0.0125  -0.0696  -0.0447
Si  9.8739  6.4743  7.6777  0.0254  -0.0123  -0.0252
P  1.5236  9.402  7.6283  -0.0105  -0.0104  -0.0055
P  6.5772  9.7991  7.6413  0.0418  -0.0025  -0.0095
O  2.6945  8.2557  7.9566  -0.0039  0.0396  0.0195
O  8.142  2.7772  8.0087  -0.0047  0.0059  0.0091
O  4.1723  6.8215  24.1229  -0.0187  0.0069  0.0077
O  9.6399  1.3396  24.1442  0.0022  -0.0068  -0.0025
O  5.4321  0.0167  8.0268  0.0082  -0.0378  0.0006
O  0.1029  5.3182  7.9023  -0.0061  0.0066  0.032
O  1.3832  4.1183  24.1616  -0.003  0.0053  -0.0083
O  6.952  9.4898  24.211  0.0001  0.0046  -0.0029
O  4.5687  6.607  8.7528  0.0203  -0.0099  0.0148
O  9.3659  6.7437  9.2362  -0.02  0.0012  0.0128
O  3.7169  1.8159  8.9827  -0.0081  0.0065  0.0007
O  1.6771  3.0688  8.0267  0.0272  -0.0483  0.0021
O  6.1553  4.4527  8.7786  -0.0007  0.0021  0.0007
O  10.1251  1.119  8.7799  0.0153  -0.0055  0.0257
O  10.6541  5.9288  23.3519  -0.0109  0.008  -0.0077
O  5.9865  5.031  23.2624  0.0098  -0.0119  -0.0027
O  4.9602  10.7633  23.1728  -0.0034  0.0049  -0.0154
O  7.9583  3.2157  23.3479  -0.0034  0.0056  0.0056
O  8.8366  7.8857  23.3378  0.004  -0.0073  -0.0035
O  3.2943  2.6875  23.0795  0.0069  -0.0019  -0.0116
Si  6.5981  1.4925  15.4072  -0.0007  0.0032  -0.0024
Si  4.9423  10.7714  21.5454  0.002  -0.002  0.0026
Si  7.7331  7.5897  16.0153  0.0002  -0.002  -0.0011
Si  6.0059  1.5034  12.2099  -0.0017  0.0014  0.0023
Si  0.8056  0.0262  17.2528  0  0.001  -0.0039
Si  1.1829  1.5275  14.4743  0.0013  -0.0014  -0.0008
Si  6.5055  5.2627  17.858  -0.0011  -0.0031  0.001
Si  10.7223  1.3134  10.2921  0.0072  0.0042  -0.0002
Si  7.2838  4.4085  22.4724  -0.0068  -0.0033  0.0081
Si  3.0827  8.7945  17.1345  0.0009  -0.0014  0.0001
Si  4.0467  5.4441  19.8189  0.0007  0.0002  0.0014
Si  5.3219  4.7614  15.1329  -0.0011  -0.0028  0.0015
Si  0.1451  10.0853  12.4473  0.001  -0.0002  0.0026
Si  1.9513  2.0273  19.1383  0.0037  0.0012  -0.0036
Si  9.497  6.6667  22.492  -0.0109  -0.0129  -0.0107
Si  8.5084  3.2192  11.573  -0.0027  -0.0009  0.0048
Si  0.2022  7.5564  19.8994  0.0008  0.0003  0.0032
Si  3.2339  5.1508  11.2752  0.0014  -0.0056  0.0018
Si  9.3221  9.4468  18.0019  -0.002  0.0004  -0.0034
Si  4.9184  1.7105  17.9891  0.0012  0.0014  -0.0003
Si  6.9811  3.116  19.5844  0.0009  0.0049  0.0062
Si  0.3347  4.5092  15.3683  0.0012  -0.0006  -0.0001
Si  2.7436  6.5923  14.9466  0  0  -0.0031
Si  5.6248  5.7428  9.6362  -0.01  0.0073  0.0001
Si  8.4978  8.1454  12.9895  0.0016  -0.0039  0.0009
Si  2.7364  8.089  12.239  -0.0005  -0.007  0.005
Si  3.556  2.6237  21.4694  0.0039  0.0051  0.0021
Si  8.4258  6.2523  10.4943  -0.005  0.0062  -0.0039
Si  6.9871  0.1576  19.4707  -0.002  0.0033  -0.0025
Si  8.2677  3.919  14.6712  -0.0003  -0.0021  -0.0017
Si  3.6696  2.9661  13.2591  0.0002  0.003  -0.0003
Si  3.2272  8.3212  20.2156  0.0046  -0.0031  0.0008
Si  5.5875  9.6921  15.5486  -0.0011  -0.0001  -0.0017
Si  5.5487  9.5006  12.4929  0  0.0021  0.0029
Si  2.4013  2.7092  9.4198  0.0165  0.0037  0.0242
Si  1.324  4.9233  18.4294  0.0027  0.0015  -0.0034
O  1.4664  9.144  12.0646  -0.0005  0.0002  -0.005
O  8.4719  4.6335  10.7517  0.0001  -0.0014  -0.0068
O  4.209  9.7475  16.421  -0.0007  -0.0007  -0.001
O  4.2567  5.9494  14.7779  -0.0014  0.0006  -0.002
O  4.5798  2.2973  12.0758  0.0009  -0.0013  -0.0042
O  6.427  10.4879  20.8898  0.0012  0.0008  -0.0021
O  7.1601  2.2967  11.359  0.0002  -0.0014  -0.0042
O  2.67  7.7522  13.8224  0.0009  -0.0022  0.0021
O  5.496  2.8997  18.9361  -0.0017  -0.0016  -0.0011
O  2.2468  1.9735  20.738  -0.004  -0.0015  -0.0032
O  4.6142  3.449  14.4895  0.0018  0.0008  -0.0002
O  8.7817  8.5054  16.8132  -0.0002  0.0001  0.001
O  8.8685  7.0081  11.8685  0.0004  0.0037  0.0024
O  1.2529  0.9423  15.9876  -0.001  -0.0011  0.0012
O  6.3709  1.4808  13.7972  0.0011  -0.0011  0.0015
O  4.8459  5.2964  11.0042  -0.0033  -0.0013  -0.0017
O  9.614  4.7076  15.2544  0.0007  0.0003  -0.0009
O  0.4669  0.366  13.5382  0.0005  0.0017  -0.0014
O  0.4821  6.1206  19.1518  0.0001  -0.0012  0.0013
O  1.5916  8.2876  20.3787  -0.0047  -0.001  -0.0011
O  3.7756  6.8318  20.6802  -0.0024  -0.0001  -0.0024
O  7.6084  4.2239  18.5385  -0.0013  0.001  -0.0025
O  2.6707  4.1833  10.0805  0.0016  0.0129  0.0075
O  6.2574  8.2532  15.852  0.0002  -0.0004  -0.0006
O  6.7654  10.8326  15.8013  0  -0.0007  -0.0006
O  5.0787  9.8281  14.0144  -0.0003  -0.0001  0.0008
O  2.9489  4.2993  12.6435  0  -0.0033  0.0005
O  2.563  6.6582  11.3954  -0.0011  0.0058  -0.0035
O  7.4471  6.3241  17.0304  0.0006  0.0021  -0.0018
O  2.6446  1.8279  13.8072  -0.0024  -0.0014  -0.0005
O  7.848  2.5742  15.5822  -0.0003  -0.0012  0
O  9.8281  2.4183  11.0795  -0.001  0.0002  -0.0055
O  5.4703  4.6488  16.7459  -0.0001  0.0003  -0.0017
O  5.5142  5.7244  19.1003  0.0019  0  -0.0021
O  7.0175  8.7483  12.5574  -0.001  0.0009  -0.0046
O  3.3044  1.8422  18.1928  -0.0018  -0.0007  0.0005
O  5.8111  10.9056  11.6795  -0.0005  -0.0032  -0.0029
O  1.6768  9.5982  17.2  -0.0004  -0.0004  -0.0007
O  0.517  3.0269  14.6651  -0.0005  0.0007  -0.0013
O  5.6413  0.3267  18.5227  -0.0015  0.0002  -0.0004
O  8.6738  3.4943  13.1619  -0.0006  0.0011  0.0009
O  2.9216  5.2744  18.6223  -0.0039  -0.0016  -0.0004
O  7.7051  1.6444  19.6239  -0.001  -0.0043  0
O  6.8943  6.6584  10.0797  0.0103  -0.0054  -0.002
O  10.1731  7.2706  21.1651  0.0035  0.0009  -0.0045
O  5.3607  1.8909  16.4234  0.0002  -0.0011  -0.0021
O  0.7485  4.705  16.9263  -0.0009  -0.0004  -0.0006
O  1.0119  0.7964  18.6766  -0.0024  -0.002  0.0012
O  1.4241  5.6011  14.7185  -0.0021  -0.0009  -0.001
O  3.9158  4.1258  20.8454  -0.0016  -0.0011  -0.0015
O  8.0793  10.0657  18.8612  0.004  -0.003  -0.0004
O  9.7707  9.2161  12.9815  -0.0006  0.0001  -0.004
O  10.3174  8.5825  18.9476  -0.0002  0.001  -0.0006
O  10.1556  10.6196  17.2303  0.0004  -0.0011  0.001
O  1.3529  1.817  10.3031  -0.0157  -0.0075  0.0046
O  4.6558  1.4231  21.1944  -0.0007  0.0002  0.0005
O  10.6427  -0.1236  11.0515  -0.0014  -0.0043  -0.001
O  3.6154  8.4903  18.6384  -0.0007  0.0016  -0.0047
O  2.7467  7.3735  16.3861  -0.0003  0.0003  -0.0001
O  8.3382  5.5889  22.1198  0.0136  0.0128  0.0029
O  8.3598  7.454  14.4866  -0.0008  0.0004  0.0013
O  6.8346  3.7305  21.0732  -0.0011  -0.0067  -0.0108
O  4.2371  8.7069  11.8503  0.0013  0.0011  -0.0068
O  6.8864  4.8572  14.5667  -0.0005  0.0002  -0.002
O  3.8816  9.602  21.0345  -0.0025  -0.0018  -0.0022
O  1.126  3.425  19.0251  -0.0013  -0.0003  0.0014

Results
free energy: -133300.950 eV
free energy less fixed offsets of O -568.88, P -755.39, Si -635.61 eV per atom: 2.370 eV

The program warned: the cutoff lies below the one the program advises for these potential files; the forces do not sum to zero within the program's tolerance; the exchange-correlation potential is rough where the density is thin.
